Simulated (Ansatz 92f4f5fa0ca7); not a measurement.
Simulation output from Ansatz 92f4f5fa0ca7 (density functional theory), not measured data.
Periodic cell of 406 atoms, Si266O140, from a study of silicon, its oxide and their interface. The atomic structure is a simulated model.
Doubt: the cutoff is far below the 930 eV that the study's wrapper takes by default for these files, so forces and energies are approximate.
This geometry differs little from another in the collection (a relaxation step or a small displacement).

Settings: functional PBE; potential files Ansatz PAW; basis plane waves; wave-function cutoff 580 eV; density cutoff ratio 5; exchange-correlation grid ratio 1; k mesh 1 x 1 x 1, Gamma-centred; self-consistency stop 5e-08 eV per atom in the density residual; occupations fixed; spin none; net charge 0.

Cell vectors (angstrom)
a	15.4687	0	0
b	0	12.8259	0
c	0	0	36.1048

Atoms and the computed forces on them: element, x, y, z (angstrom), force x, y, z (eV/angstrom)
Si	0.003	1.166	33.421	0.004	-0.005	-0.009
Si	3.887	1.167	33.441	0.014	0.002	-0.015
Si	7.741	1.169	33.432	0.019	0.001	-0.008
Si	11.641	1.167	33.446	0.018	-0.014	-0.017
Si	1.907	7.578	33.422	-0.016	0.002	-0.013
Si	5.764	7.579	33.45	-0.014	0.003	-0.006
Si	9.673	7.579	33.436	-0.002	0.003	-0.015
Si	13.525	7.577	33.438	-0.019	-0.006	-0.011
Si	1.934	5.247	33.838	-0.091	-0.005	-0.082
Si	5.801	5.247	33.838	-0.085	-0.013	0.014
Si	9.668	5.247	33.838	0.113	0.058	-0.042
Si	13.535	5.247	33.838	-0.085	-0.147	-0.275
Si	0	11.66	33.838	-0.056	-0.047	-0.05
Si	3.867	11.66	33.838	-0.059	-0.04	0.012
Si	7.734	11.66	33.838	0.113	0.121	0.066
Si	11.602	11.66	33.838	0.092	-0.085	-0.128
Si	0	4.664	35.075	0.023	-0.037	-0.046
Si	3.867	4.664	35.075	0.032	-0.009	-0.021
Si	7.734	4.664	35.075	0	-0.031	-0.05
Si	11.602	4.664	35.075	-0.02	0	-0.017
Si	1.934	11.077	35.075	0.006	0.017	-0.011
Si	5.801	11.077	35.075	-0.02	-0.039	-0.045
Si	9.668	11.077	35.075	-0.004	-0.004	-0.014
Si	13.535	11.077	35.075	0.016	-0.004	-0.015
Si	0	2.332	35.487	-0.03	-0.02	-0.012
Si	3.867	2.332	35.487	0.046	0.013	0.118
Si	7.734	2.332	35.487	-0.025	0.018	0.059
Si	11.602	2.332	35.487	0.135	0.026	0.153
Si	1.934	8.745	35.487	-0.057	0.004	-0.009
Si	5.801	8.745	35.487	-0.132	0.041	0.187
Si	9.668	8.745	35.487	0.07	0.015	0.07
Si	13.535	8.745	35.487	-0.004	0.016	0.094
Si	1.934	1.749	0.619	-0.006	0.007	-0.022
Si	5.801	1.749	0.619	-0.005	0.025	0.016
Si	9.668	1.749	0.619	-0.007	-0.01	-0.021
Si	13.535	1.749	0.619	-0.009	0.034	0.031
Si	0	8.162	0.619	-0.013	0.002	-0.007
Si	3.867	8.162	0.619	0.028	0.009	0.012
Si	7.734	8.162	0.619	0.036	-0.012	-0.037
Si	11.602	8.162	0.619	-0.02	0.019	0.004
Si	0	5.83	1.031	-0.02	0.007	0.003
Si	3.867	5.83	1.031	-0.025	0.017	0.024
Si	7.734	5.83	1.031	0.013	-0.002	-0.015
Si	11.602	5.83	1.031	0.023	0.014	0.019
Si	1.934	12.243	1.031	-0.013	-0.021	-0.002
Si	5.801	12.243	1.031	0.011	0.044	0.046
Si	9.668	12.243	1.031	0.003	0.006	0.004
Si	13.535	12.243	1.031	-0.022	0.016	0.038
Si	1.934	5.247	2.268	-0.024	0.015	-0.071
Si	5.801	5.247	2.268	0.073	-0.016	-0.06
Si	9.668	5.247	2.268	-0.075	-0.014	-0.01
Si	13.535	5.247	2.268	-0.018	-0.027	-0.143
Si	0	11.66	2.268	0.109	0.031	0.164
Si	3.867	11.66	2.268	-0.119	-0.009	0.061
Si	7.734	11.66	2.268	0.078	-0.016	-0.079
Si	11.602	11.66	2.268	0.065	0.021	0.064
Si	1.934	2.915	2.68	-0.003	-0.004	0.015
Si	5.801	2.915	2.68	0	0.008	0.048
Si	9.668	2.915	2.68	-0.001	0.02	-0.002
Si	13.535	2.915	2.68	0.007	0.01	0.049
Si	0	9.328	2.68	0.015	-0.02	0.003
Si	3.867	9.328	2.68	-0.028	-0.011	0.024
Si	7.734	9.328	2.68	-0.033	-0.031	-0.006
Si	11.602	9.328	2.68	0.028	-0.044	-0.003
Si	0.47	-0.137	26.926	0.054	-0.067	0.034
Si	3.625	0.004	26.796	-0.042	-0.1	-0.007
Si	8.195	0.064	27.108	0.041	-0.048	-0.105
Si	11.328	0.051	26.828	-0.077	-0.053	0.009
Si	1.462	6.438	26.873	-0.054	-0.059	-0.063
Si	6.086	6.432	26.964	-0.003	-0.126	-0.093
Si	9.23	6.659	27.163	-0.022	0.064	-0.006
Si	13.755	6.155	26.728	0.049	-0.067	0.001
Si	1.848	4.106	27.133	0.04	0.028	0.052
Si	5.797	4.052	27.303	0.063	0.086	0.034
Si	9.459	4.336	27.184	-0.003	-0.083	-0.004
Si	13.564	3.804	27.072	0.003	0.048	0.054
Si	0.08	10.342	27.042	-0.005	-0.013	0.102
Si	3.903	10.473	27.331	-0.015	0.044	0.059
Si	7.775	10.578	27.342	0.031	0.005	0.102
Si	11.707	10.559	27.141	-0.08	-0.019	0.074
Si	0.003	3.366	28.438	-0.067	-0.018	-0.094
Si	3.794	3.539	28.435	-0.011	-0.017	-0.076
Si	7.729	3.534	28.58	-0.064	0.003	-0.103
Si	11.514	3.516	28.265	0.039	0.023	-0.063
Si	1.921	9.877	28.501	0.018	0.044	-0.148
Si	5.844	9.973	28.577	0.006	0.022	-0.087
Si	9.754	9.953	28.467	0.016	0.046	-0.144
Si	13.601	9.872	28.369	0.04	-0.001	-0.086
Si	0.109	1.054	28.95	0.04	0.05	-0.025
Si	3.893	1.178	28.862	-0.039	0.086	0.023
Si	7.85	1.229	29.086	0.092	0.087	0.021
Si	11.619	1.213	28.866	-0.069	0.052	0.023
Si	1.855	7.556	28.926	-0.073	0.088	-0.002
Si	5.762	7.614	28.974	-0.012	0.101	0.075
Si	9.6	7.721	29.151	0	0.011	0.022
Si	13.473	7.492	28.754	-0.025	0.067	-0.009
Si	2.019	0.574	30.201	0.017	-0.019	-0.013
Si	5.828	0.612	30.122	-0.042	-0.052	0.062
Si	9.775	0.627	30.255	0.015	0.015	-0.065
Si	13.563	0.558	30.068	-0.001	-0.026	0.053
Si	-0.094	6.972	30.111	0.012	-0.027	-0.019
Si	3.805	6.981	30.125	0.049	-0.038	0.035
Si	7.656	7.053	30.278	0.013	0.029	-0.034
Si	11.601	6.98	30.118	-0.007	0.015	0.001
Si	-0.028	4.623	30.482	0.003	0.019	0.016
Si	3.832	4.659	30.526	-0.017	0.005	-0.003
Si	7.726	4.721	30.605	-0.018	-0.045	0.018
Si	11.579	4.641	30.421	-0.002	-0.023	0.004
Si	1.921	11.069	30.55	0.031	0.012	0.037
Si	5.807	11.122	30.609	0.016	0.011	-0.036
Si	9.712	11.121	30.533	0.008	-0.035	0.054
Si	13.552	11.039	30.469	-0.006	0.011	-0.014
Si	1.905	4.082	31.763	0.003	-0.016	0.045
Si	5.775	4.086	31.771	0.017	0.015	0.055
Si	9.686	4.098	31.763	0.02	-0.004	0.049
Si	13.506	4.064	31.724	-0.008	0.004	0.045
Si	-0.015	10.49	31.767	0.002	-0.016	0.052
Si	3.859	10.481	31.779	-0.04	0.014	0.057
Si	7.763	10.519	31.776	0.021	0.002	0.051
Si	11.631	10.481	31.753	-0.045	0.009	0.055
Si	1.957	1.756	32.228	-0.012	0.026	-0.002
Si	5.809	1.76	32.19	-0.021	0.001	0.003
Si	9.711	1.786	32.271	-0.032	0.02	0.008
Si	13.548	1.726	32.15	-0.003	0.009	-0.001
Si	-0.038	8.144	32.177	0.02	0.022	0.003
Si	3.837	8.151	32.188	0.021	-0.001	0.003
Si	7.705	8.207	32.289	0.002	0.013	0.014
Si	11.61	8.148	32.184	0.013	-0.01	-0.004
Si	0	2.332	3.917	0.092	-0.019	0.068
Si	3.867	2.332	3.917	-0.093	-0.109	-0.11
Si	7.734	2.332	3.917	0.114	0.106	-0.043
Si	11.602	2.332	3.917	-0.05	0.006	-0.104
Si	1.934	8.745	3.917	-0.079	0.177	0.136
Si	5.801	8.745	3.917	0.134	-0.088	-0.158
Si	9.668	8.745	3.917	0.008	-0.002	0.205
Si	13.535	8.745	3.917	-0.084	0.013	-0.032
Si	1.924	6.407	4.329	-0.001	0.004	-0.001
Si	5.81	6.407	4.326	0.004	-0.007	-0.003
Si	9.646	6.404	4.337	-0.007	-0.001	0.01
Si	13.527	6.409	4.312	0	-0.001	0.014
Si	0.034	12.831	4.354	0.02	-0.006	0.012
Si	3.85	12.831	4.337	0.01	-0.017	0.006
Si	7.767	12.837	4.314	0.019	-0.005	0.007
Si	11.626	12.836	4.334	-0.011	-0.012	0.004
Si	-0.019	5.807	5.543	-0.012	-0.009	-0.01
Si	3.871	5.781	5.512	0.012	0.004	-0.013
Si	7.717	5.821	5.614	0.016	-0.004	0.004
Si	11.596	5.812	5.535	0.003	-0.031	-0.004
Si	1.952	12.304	5.684	-0.007	0.006	0.013
Si	5.824	12.249	5.494	-0.041	-0.018	-0.01
Si	9.693	12.251	5.566	0.028	0.025	0.003
Si	13.563	12.265	5.58	-0.006	-0.007	-0.012
Si	0.023	3.476	5.999	-0.017	0.008	-0.044
Si	3.856	3.467	5.974	-0.011	-0.007	-0.02
Si	7.744	3.469	5.998	-0.029	-0.029	-0.031
Si	11.613	3.469	5.981	0.002	0.004	-0.024
Si	1.917	9.936	5.997	0.024	0.009	-0.062
Si	5.846	9.936	5.939	0.052	0.022	-0.056
Si	9.673	9.928	6.001	-0.013	-0.018	-0.054
Si	13.495	9.944	5.957	-0.033	0.013	-0.03
Si	1.953	3.008	7.31	0.038	-0.029	0.014
Si	5.783	2.839	7.173	0.019	0.056	-0.029
Si	9.692	2.892	7.24	0.03	0.016	0.02
Si	13.554	2.839	7.193	-0.029	0.014	0.008
Si	-0.075	9.37	7.183	0.03	-0.002	0.015
Si	3.924	9.292	7.082	-0.058	0.03	0.014
Si	7.737	9.338	7.231	0.005	-0.005	0.015
Si	11.596	9.347	7.249	0.02	0.054	-0.072
Si	-0.072	7.049	7.537	0.025	0.009	-0.003
Si	3.877	7	7.505	0.001	0.001	0.022
Si	7.714	7.026	7.678	-0.008	0.033	-0.017
Si	11.563	7.022	7.549	-0.043	-0.046	0.003
Si	2.003	13.46	7.844	-0.053	0.035	-0.02
Si	5.808	13.309	7.576	0.018	-0.06	0.035
Si	9.732	13.382	7.646	-0.033	0.014	-0.06
Si	13.636	13.332	7.702	-0.014	0.01	0.039
Si	1.903	6.799	8.758	0.01	0.04	0.001
Si	5.741	6.481	8.877	0.022	-0.087	0.019
Si	9.684	6.439	8.851	-0.011	-0.071	-0.036
Si	13.468	6.453	8.777	0.036	-0.052	-0.064
Si	0.087	12.763	9.093	0.043	-0.088	-0.021
Si	3.96	12.592	8.917	-0.011	0.001	-0.065
Si	7.769	12.772	8.792	-0.014	-0.02	0.069
Si	11.655	12.778	8.885	0.039	-0.068	-0.023
Si	1.927	4.398	9.28	-0.065	-0.021	0.091
Si	5.826	4.143	9.123	-0.017	0.041	0.093
Si	9.699	4.078	9.303	0.041	0.023	0.052
Si	13.444	4.142	9.143	0.021	-0.078	0.084
Si	0.001	10.33	9.361	-0.152	0.083	0.041
Si	3.81	10.264	9.195	0.079	-0.08	0.06
Si	7.709	10.442	9.336	-0.036	-0.012	0.051
Si	11.61	10.458	9.368	0.004	-0.012	0.092
Si	-0.076	3.673	10.334	0.073	-0.006	-0.019
Si	3.915	3.71	10.397	0.096	0.064	-0.159
Si	7.697	3.493	10.405	-0.049	-0.049	-0.026
Si	11.645	3.466	10.544	-0.023	-0.024	-0.075
Si	1.899	9.05	9.965	0.023	-0.11	0.002
Si	5.719	9.904	10.558	0.027	-0.065	-0.031
Si	9.644	9.924	10.643	-0.009	-0.015	-0.022
Si	13.528	9.812	10.661	0.042	-0.03	-0.084
Si	-0.398	1.397	10.972	-0.096	0.058	0.101
Si	4.926	0.797	10.841	0.071	0.102	0.138
Si	7.363	1.143	10.771	-0.018	0.031	-0.047
Si	11.89	1.127	10.92	0.009	0.049	0.043
Si	2.347	7.922	11.943	0.061	-0.042	-0.006
Si	5.368	7.628	10.975	-0.027	0.091	-0.079
Si	10.019	7.51	10.948	0.011	0.086	0.007
Si	13.204	7.488	10.879	-0.047	0.116	0.08
O	15.356	17.265	11.818	-0.022	0.016	-0.015
O	4.769	13.117	12.413	0.005	-0.038	-0.067
O	2.018	0.162	26.386	0.019	0.019	0.001
O	9.719	0.271	26.454	0.011	-0.002	0.02
O	11.619	7.34	11.36	0.001	-0.037	-0.027
O	3.851	7.357	11.584	-0.059	0.02	-0.011
O	-0.132	6.56	26.365	0.014	0.012	0.04
O	7.666	6.808	26.603	0.014	0.005	0.03
O	-1.978	1.024	11.379	0.058	-0.008	-0.012
O	10.91	13.319	12.101	-0.007	-0.007	-0.023
O	5.719	10.658	12.072	-0.066	0.06	0.023
O	16.835	6.625	12.091	-0.037	-0.017	-0.017
O	3.908	27.739	10.656	-0.026	-0.106	-0.003
O	6.366	7.236	12.21	0.031	-0.019	0.047
O	7.566	4.399	11.792	0.027	0.056	0.017
O	11.881	4.254	12.003	0.005	0.032	0.054
O	-1.303	6.831	12.048	0.043	-0.04	0.005
O	0.412	14.267	12.405	-0.003	0.013	-0.062
O	13.537	10.478	12.215	0.021	0.017	0.058
O	9.162	6.601	12.023	-0.038	-0.052	0.029
O	8.222	13.3	12.05	0.021	-0.038	0.02
O	9.599	10.957	11.961	0.015	0.048	0.011
O	2.326	8.722	13.391	-0.022	0.076	0.021
O	4.099	4.327	11.914	-0.024	-0.006	0.068
O	4.542	0.728	25.606	0.021	0.02	-0.006
O	3.909	9.392	26.076	-0.015	-0.056	-0.011
O	8.905	4.11	25.595	0.01	0.049	0.003
O	5.79	3.094	25.939	0.002	-0.056	0.006
O	0.073	9.485	25.592	0	-0.059	-0.078
O	5.091	6.99	25.761	-0.011	0.017	0.025
O	7.13	0.721	26.072	0.018	-0.01	0.059
O	7.632	9.853	25.858	-0.008	-0.024	-0.053
O	11.921	9.9	25.632	0.018	-0.016	-0.045
O	2.425	7.132	25.718	0.05	0.015	0.024
O	12.691	6.497	25.49	-0.098	0.035	-0.038
O	13.616	2.88	25.657	0.014	-0.076	-0.018
O	14.906	0.548	25.874	-0.025	0.009	-0.007
O	1.817	3.403	25.618	-0.005	-0.005	-0.042
O	10.231	7.408	26.071	0.012	-0.023	0.003
O	12.237	0.614	25.554	0.032	0.025	-0.017
Si	5.014	9.357	18.075	-0.007	0.011	0.033
Si	6.954	7.129	22.919	-0.008	0.007	-0.056
Si	5.951	1.572	25.379	0.01	0.02	0.028
Si	2.576	2.329	19.362	0.004	-0.007	0.002
Si	3.891	10.04	20.801	0.004	-0.003	-0.02
Si	9.563	12.488	12.562	-0.027	0.004	-0.023
Si	11.249	4.426	13.494	-0.032	0.018	-0.013
Si	1.241	1.902	13.728	0.029	-0.035	0.014
Si	4.032	4.885	19.553	-0.008	0.003	-0.01
Si	14.995	2.22	19.771	0.005	-0.008	0.019
Si	15.28	9.175	23.987	-0.024	0.031	0.009
Si	12.107	9.594	24.042	0.048	-0.001	-0.016
Si	3.81	7.941	25.374	-0.008	-0.002	0.03
Si	8.938	4.921	24.159	-0.002	-0.017	-0.026
Si	14.533	10.416	13.509	-0.018	-0.008	0.011
Si	3.834	3.628	13.36	-0.017	0.007	0.003
Si	6.56	7.115	13.818	-0.004	0.042	0.022
Si	0.862	6.368	22.728	-0.003	0.014	-0.028
Si	13.672	1.307	25.148	-0.009	0.047	0.018
Si	12.573	3.184	15.842	0.03	0.043	0.054
Si	8.64	8.511	15.367	-0.004	0.017	0.041
Si	11.285	7.012	15.176	-0.003	-0.012	0.052
Si	6.032	14.131	22.353	0	-0.009	-0.024
Si	8.98	11.624	15.539	-0.003	-0.013	0.021
Si	9.275	3.632	21.494	-0.007	0.005	-0.034
Si	8.482	5.311	12.778	0.028	-0.037	-0.006
Si	3.866	7.473	22.387	0.009	0.008	-0.025
Si	15.556	6.383	17.428	0	0	0.017
Si	1.629	12.268	15.727	-0.011	0.039	0.028
Si	3.751	3.237	21.865	0.009	-0.008	-0.03
Si	4.722	11.593	12.983	0.059	-0.004	-0.016
Si	9.732	10.787	22.461	0.004	-0.013	-0.04
Si	7.217	4.634	19.28	0.005	-0.002	0
Si	14.303	11.37	16.317	0.015	-0.006	0.014
Si	8.822	0.617	20.891	-0.001	-0.013	-0.014
Si	2.032	10.326	13.553	0.026	-0.064	0.032
Si	9.214	8.061	20.857	-0.008	0.02	-0.011
Si	-0.073	4.446	15.21	-0.028	-0.01	0.045
Si	11.212	5.669	20.416	-0.011	0.006	-0.017
Si	7.66	7.66	18.32	0.025	0.015	0.01
Si	5.625	3.156	15.583	-0.016	0.007	0.046
Si	4.09	13.701	17.198	-0.01	-0.013	0.007
Si	9.827	13.357	17.936	-0.015	-0.01	0.003
Si	4.304	5.719	15.333	0.008	-0.001	0.032
Si	10.688	4.976	17.356	0.005	0.007	0.02
Si	15.433	5.91	12.509	-0.003	-0.004	-0.036
Si	2.981	7.136	17.75	-0.014	-0.015	0.022
Si	1.663	3.591	24.005	-0.027	-0.016	-0.004
Si	7.231	10.028	24.297	0.01	-0.018	0.004
Si	4.77	11.456	23.123	-0.002	-0.006	-0.07
Si	-1.526	8.513	15.685	-0.008	0.006	0.039
Si	11.216	6.9	24.863	0.085	0.007	0.005
Si	15.448	1.147	22.71	0.012	0.011	-0.026
Si	1.853	11.279	22.648	-0.025	-0.007	-0.052
Si	8.333	3.112	16.941	-0.011	-0.007	0.033
Si	5.849	11.57	16.02	0.019	0.012	0.028
Si	14.413	5.385	20.247	0.027	0.003	-0.007
Si	12.88	13.689	17.704	0.01	0.016	0.002
O	8.189	7.918	16.81	-0.005	-0.009	-0.009
O	1.372	7.277	17.883	0.008	0.005	-0.005
O	11.677	3.193	14.478	0.016	-0.003	-0.008
O	14.603	7.239	16.424	0.008	0.006	-0.019
O	7.66	5.937	23.83	0.002	-0.005	0.033
O	-0.036	5.644	14.106	-0.006	-0.012	0.007
O	10.53	7.084	20.879	0.005	-0.011	0.003
O	11.109	6.367	16.653	-0.005	-0.019	-0.012
O	3.089	3.783	18.789	-0.002	0.006	-0.004
O	11.473	8.099	23.789	-0.019	-0.026	0.018
O	2.492	10.869	21.158	0.008	-0.005	0.021
O	8.051	4.346	20.655	0	0	0.011
O	2.711	2.457	13.29	-0.075	-0.006	0.011
O	3.731	8.437	21.068	-0.007	0.007	0.013
O	5.257	2.612	21.753	-0.006	0.005	0.022
O	9.538	2.069	21.111	0.004	0.001	0.013
O	8.502	10.708	23.535	0.001	0.001	0.031
O	9.605	9.522	21.448	-0.006	-0.011	0.005
O	7.537	3.356	18.33	-0.01	0.004	-0.001
O	7.331	8.441	14.383	0.005	-0.012	-0.031
O	2.074	10.808	15.11	-0.006	0.009	-0.007
O	4.929	12.96	22.534	-0.005	0.001	0.031
O	0.766	2.403	23.372	-0.011	-0.021	0.012
O	5.23	3.025	13.993	0.008	0.007	-0.017
O	16.032	5.037	16.604	0	0.001	-0.017
O	11.813	3.828	17.132	0.015	-0.013	-0.046
O	0.57	10.721	12.923	-0.013	0.006	-0.011
O	3.177	3.444	23.372	0.017	0.004	0.016
O	6.483	1.71	23.853	-0.009	0.004	-0.018
O	9.537	12.372	14.194	-0.002	-0.006	0.007
O	15.792	11.969	16.656	-0.003	0.002	-0.021
O	2.742	2.272	20.992	0.004	0.004	0.01
O	11.737	5.861	14.109	-0.005	0.015	-0.026
O	7.529	5.812	14.01	0.023	-0.023	-0.04
O	8.882	3.725	23.065	0.007	-0.001	0.012
O	5.397	6.775	22.42	-0.007	0.003	0.033
O	2.43	6.667	22.346	0.005	0.003	0.022
O	5.07	11.562	14.575	0.001	-0.005	-0.002
O	5.629	10.156	16.795	-0.009	0.004	-0.009
O	5.614	4.631	19.412	0.005	0.006	-0.003
O	8.736	8.346	19.325	-0.006	-0.008	-0.012
O	5.362	4.703	16.068	-0.005	-0.002	-0.023
O	12.939	1.669	16.278	-0.003	-0.005	-0.008
O	9.758	12.105	16.891	0.009	0.01	0.003
O	0.832	10.104	23.121	0.044	0.021	0.025
O	4.482	10.315	19.302	0.008	-0.005	-0.019
O	15.025	1.381	21.161	-0.007	0.018	-0.004
O	9.857	7.638	14.723	0.003	-0.006	-0.04
O	9.269	1.805	17.091	-0.001	-0.002	-0.01
O	6.898	8.544	23.729	0.002	-0.005	0.024
O	3.751	4.704	21.151	0	0.005	0.018
O	10.686	4.427	21.326	0.003	-0.001	0.016
O	3.185	11.11	12.72	-0.016	0	-0.028
O	3.355	4.863	14.317	0.006	0.016	-0.012
O	-0.062	6.011	21.402	-0.023	-0.016	-0.012
O	0.968	12.655	22.705	0.004	-0.006	0.028
O	5.148	6.911	14.599	-0.008	-0.015	-0.01
O	5.355	12.693	17.096	-0.008	0.007	-0.013
O	10.398	5.707	24.093	-0.028	-0.013	0.038
O	3.812	8.3	23.793	0	-0.004	-0.028
O	3.591	14.051	18.71	0	0.004	-0.011
O	10.639	5.304	18.933	-0.001	-0.004	-0.009
O	13.858	4.104	15.553	-0.026	-0.026	-0.018
O	11.221	10.671	23.167	-0.008	0.013	0.029
O	9.201	10.022	15.448	0.002	-0.004	-0.021
O	14.104	9.791	16.696	-0.003	0.005	-0.005
O	12.839	5.747	20.552	0.002	0	0.006
O	0.6	3.063	14.679	0.001	-0.004	-0.02
O	3.277	6.333	16.387	-0.001	0.005	-0.018
O	7.949	7.364	21.636	0.01	0	0.02
O	3.66	8.591	17.609	0.003	0.01	-0.013
O	11.383	13.633	18.356	0.001	0.001	0.002
O	5.912	11.025	24.213	-0.013	0.01	0.021
O	14.744	6.021	18.784	-0.005	-0.003	0.012
O	7.211	2.829	15.78	0.006	0.002	-0.029
O	0.935	5.023	23.675	0.002	0.002	0.028
O	14.023	1.073	23.56	0.007	-0.009	0.01
O	3.611	6.354	19.034	-0.004	-0.004	0.001
O	2.825	0.085	16.575	0.012	0.001	-0.01
O	0.14	7.626	23.521	0.014	-0.03	0.022
O	14.631	8.943	14.25	-0.007	0.005	-0.029
O	4.568	2.223	16.415	-0.009	-0.031	-0.009
O	13.891	14.374	18.781	-0.008	-0.002	-0.011
O	7.392	11.916	15.7	-0.025	-0.007	-0.027
O	6.174	8.308	18.552	-0.007	0.005	-0.005
O	7.264	13.627	21.4	0.007	0.004	0.014
O	14.622	3.768	20.133	0.001	-0.002	0.003
O	13.708	9.575	23.652	-0.029	0.001	0.04
O	5.056	10.492	21.843	0.004	0.004	0.028
O	13.279	12.168	17.281	-0.008	0.005	-0.008
O	3.196	11.363	23.622	0.01	-0.001	0.028
O	1.308	0.511	14.558	0.02	0.046	-0.041
O	8.932	13.093	19.287	0.004	0.001	-0.013
O	9.288	4.422	16.698	-0.006	-0.007	-0.019
O	14.062	11.485	14.674	0.005	0.011	-0.007
O	9.581	12.231	21.698	-0.009	0.022	0.009
O	7.629	6.06	18.615	-0.008	-0.005	-0.007
O	0.994	2.118	19.021	0.003	0.007	-0.008
O	9.628	4.348	13.409	-0.01	0.047	-0.035
O	12.389	8.19	15.314	0.005	0	-0.034

Results
free energy: -248724.972 eV
free energy less fixed offsets of O -568.88, Si -635.61 eV per atom: -9.512 eV

The program warned: the cutoff lies below the one the program advises for these potential files; the exchange-correlation potential is rough where the density is thin.
